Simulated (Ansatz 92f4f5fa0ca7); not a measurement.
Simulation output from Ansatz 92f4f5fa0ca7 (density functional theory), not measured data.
Periodic cell of 224 atoms, Si132O90B1H1, from a study of silicon, its oxide and their interface. The atomic structure is a simulated model.
Doubt: the cutoff is far below the 930 eV that the study's wrapper takes by default for these files, so forces and energies are approximate.
This geometry differs little from another in the collection (a relaxation step or a small displacement).

Settings: functional PBE; potential files Ansatz PAW; basis plane waves; wave-function cutoff 580 eV; density cutoff ratio 5; exchange-correlation grid ratio 1; k mesh 1 x 1 x 1, Gamma-centred; self-consistency stop 5e-08 eV per atom in the density residual; occupations fixed; spin none; net charge 0.

Cell vectors (angstrom)
a  10.938  0  0
b  0  10.938  0
c  0  0  33.1665

Atoms and the computed forces on them: element, x, y, z (angstrom), force x, y, z (eV/angstrom)
Si  0.4558  -0.3455  25.7952  0.0488  -0.0295  -0.1836
Si  5.3411  0.3299  25.6393  -0.0171  -0.0216  0.0066
Si  2.9509  2.4277  25.6277  -0.0025  -0.0353  -0.0635
Si  7.984  3.018  25.9364  -0.0272  0.0366  -0.0132
Si  -0.2756  5.636  25.6249  0.0027  0.0095  0.031
Si  5.8783  5.3156  25.7273  0.0298  0.0001  -0.0524
Si  2.6547  8.3152  25.5511  0.024  -0.0303  0.0606
Si  8.576  8.0323  25.6611  0.0067  -0.0478  -0.0972
Si  1.5011  1.3  27.0921  0.0302  0.003  0.0407
Si  6.8032  1.405  27.1284  -0.0371  0.035  -0.0006
Si  4.1241  4.1256  26.8619  0.0068  -0.0008  0.0556
Si  9.6098  4.1577  27.1316  -0.0232  0.0272  0.0026
Si  1.4055  6.7853  26.8942  -0.023  0.0409  -0.0003
Si  6.9819  6.8865  27.0405  0.0017  -0.0291  0.0545
Si  4.2043  9.5501  26.8866  -0.0351  0.015  -0.0024
Si  9.6954  9.5465  27.0439  -0.0047  -0.0153  0.0561
Si  2.838  -0.0863  28.4025  0.0096  -0.0218  0.0043
Si  8.2339  -0.0232  28.367  0.0023  0.0026  0.0217
Si  0.0483  2.6931  28.3802  -0.0044  0.0186  0.011
Si  5.4095  2.7843  28.3998  0.0157  0.0005  0.003
Si  2.7522  5.4406  28.313  -0.0034  0.0096  -0.0137
Si  8.2293  5.4881  28.4611  -0.0132  -0.0087  -0.0149
Si  0.0642  8.1387  28.3842  0.0389  -0.0318  0.0107
Si  5.5069  8.1966  28.3456  0.0028  0.0167  -0.0189
Si  4.1018  1.3673  29.7483  0.0501  -0.0286  0.2507
Si  9.5708  1.3673  29.7483  0.0592  -0.0742  -0.0858
Si  1.3673  4.1018  29.7483  0.2174  -0.0393  -0.1898
Si  6.8362  4.1018  29.7483  -0.2184  0.0835  0.2106
Si  4.1018  6.8362  29.7483  0.0092  -0.0599  -0.4676
Si  9.5708  6.8362  29.7483  0.3773  0.1575  0.5142
Si  1.3673  9.5708  29.7483  0.2592  -0.2927  0.0453
Si  6.8362  9.5708  29.7483  0.0932  -0.0375  -0.1117
Si  0  0  31.1155  0.0002  0.0254  -0.0338
Si  5.469  0  31.1155  0.0641  0.1767  -0.0118
Si  2.7345  2.7345  31.1155  -0.0458  -0.0652  -0.0034
Si  8.2035  2.7345  31.1155  -0.0513  0.0195  -0.0299
Si  0  5.469  31.1155  -0.0651  0.0967  -0.0029
Si  5.469  5.469  31.1155  0.0675  -0.0186  0.0051
Si  2.7345  8.2035  31.1155  -0.0857  0.0749  0.0106
Si  8.2035  8.2035  31.1155  0.0754  0.0461  -0.0026
Si  1.3673  1.3673  32.4828  -0.0066  0.0294  -0.0045
Si  6.8362  1.3673  32.4828  0.0284  -0.0814  -0.0081
Si  4.1018  4.1018  32.4828  0.002  -0.0013  -0.018
Si  9.5708  4.1018  32.4828  0.0601  -0.027  -0.0341
Si  1.3673  6.8362  32.4828  0.0587  -0.0828  -0.0145
Si  6.8362  6.8362  32.4828  -0.0188  0.0131  -0.0085
Si  4.1018  9.5708  32.4828  0.0412  -0.0638  -0.0367
Si  9.5708  9.5708  32.4828  -0.0329  -0.0144  -0.0117
Si  2.7345  0  0.6835  -0.0195  0.0131  0.0064
Si  8.2035  0  0.6835  0.0096  0.0717  0.0502
Si  0  2.7345  0.6835  -0.095  0.0275  0.0088
Si  5.469  2.7345  0.6835  0.0158  0.017  0.0136
Si  2.7345  5.469  0.6835  -0.0317  0.0267  0.041
Si  8.2035  5.469  0.6835  -0.0052  -0.0087  0.0087
Si  0  8.2035  0.6835  -0.0059  0.0036  0.0085
Si  5.469  8.2035  0.6835  -0.0297  0.0862  0.0032
Si  4.1018  1.3673  2.0507  -0.0209  -0.0369  0.0397
Si  9.5708  1.3673  2.0507  0.0889  -0.0179  -0.0181
Si  1.3673  4.1018  2.0507  -0.0578  -0.1358  -0.0192
Si  6.8362  4.1018  2.0507  0.0061  -0.0045  0.0374
Si  4.1018  6.8362  2.0507  0.0827  -0.034  -0.02
Si  9.5708  6.8362  2.0507  -0.0225  -0.003  0.0317
Si  1.3673  9.5708  2.0507  -0.0042  0.0089  0.0377
Si  6.8362  9.5708  2.0507  -0.0742  -0.1804  -0.0311
Si  0  0  3.418  0.04  0.3573  -0.3483
Si  5.469  0  3.418  -0.2407  -0.1743  0.1156
Si  2.7345  2.7345  3.418  -0.3244  -0.0232  0.0018
Si  8.2035  2.7345  3.418  0.0458  0.0919  0.1081
Si  0  5.469  3.418  0.0019  -0.0839  0.1388
Si  5.469  5.469  3.418  -0.0909  0.2397  -0.1944
Si  2.7345  8.2035  3.418  0.065  0.0446  0.2167
Si  8.2035  8.2035  3.418  -0.4053  -0.1496  -0.3432
Si  1.3329  1.3676  4.8147  -0.0094  0.0182  -0.0111
Si  6.7895  1.3913  4.7635  -0.0039  -0.0176  0.0288
Si  4.0305  4.1727  4.7449  -0.014  -0.0049  0.0308
Si  9.5556  4.1152  4.8169  -0.0005  -0.0062  -0.0028
Si  1.352  6.8467  4.7947  -0.0091  0.0066  0.0243
Si  6.8041  6.8435  4.7966  -0.0075  0.0148  0.0081
Si  4.0719  9.5766  4.8481  -0.0069  -0.0033  0.0071
Si  9.4977  9.6336  4.6847  -0.0235  -0.0012  0.0295
Si  2.611  -0.0695  6.2375  0.0103  -0.0003  -0.0536
Si  8.1265  -0.0084  6.1017  0.0243  -0.0145  -0.0307
Si  -0.0551  2.7374  6.22  0.0256  -0.0088  -0.0169
Si  5.3194  2.7151  6.0392  -0.0087  0.0382  -0.0409
Si  2.6973  5.5009  6.233  0.0319  -0.0286  -0.0181
Si  8.1108  5.4152  6.1762  -0.028  -0.0072  -0.0492
Si  -0.1533  8.2154  5.9859  0.0159  0.0134  -0.0493
Si  5.4301  8.1879  6.2355  0.0204  -0.0202  -0.0201
Si  3.7601  1.6085  7.4095  -0.0226  0.0703  0.1212
Si  9.6623  1.1136  7.4558  -0.0086  -0.0273  -0.0008
Si  1.5606  3.8843  7.5327  0.0474  -0.009  0.0005
Si  6.486  4.19  7.4079  -0.0612  0.0213  0.0458
Si  4.3547  6.5535  7.595  0.0155  -0.0434  0.021
Si  9.239  7.1086  7.345  0.0062  0.0852  0.1056
Si  0.8699  9.7235  7.427  -0.0496  -0.018  0.075
Si  7.0426  9.3704  7.501  0.0243  0.0109  0.0065
O  9.6008  6.824  25.1346  -0.0133  0.0199  -0.0255
O  4.1424  1.3702  25.1202  -0.013  0.0081  -0.0342
O  8.172  8.2363  7.9558  0.0175  -0.0414  0.015
O  2.6847  2.7466  7.9753  0.0246  -0.0295  0.0225
O  6.9239  4.1094  25.2638  0.022  -0.0252  -0.0352
O  1.5182  9.4675  25.1659  -0.0517  0.0591  -0.0307
O  5.4586  5.372  7.9121  0.0202  0.0017  0.0259
O  -0.1354  0.0088  7.891  0.0075  -0.0058  0.0243
O  6.9161  3.3525  8.7677  -0.0215  0.0269  -0.0337
O  6.5028  10.1232  8.8804  0.0192  -0.0222  -0.0038
O  10.1236  6.5401  8.6096  -0.0397  0.0105  -0.0607
O  1.0716  8.815  8.7889  0.0068  0.0208  -0.0394
O  4.5754  1.0455  8.7156  -0.034  0.0075  -0.0685
O  0.9895  4.5903  8.9304  0.0191  -0.0095  0.0033
O  8.8933  1.5379  8.8614  0.0159  -0.0183  0.0033
O  3.9298  7.0146  9.1214  0.0111  -0.0104  -0.0226
O  8.0523  8.8699  24.3296  0.0268  -0.0204  0.0456
O  8.782  2.2597  24.7385  -0.0167  0.0166  0.0251
O  5.5598  6.2439  24.3871  -0.0055  -0.0145  0.0148
O  2.0056  2.8398  24.3241  0.0227  -0.0162  0.0323
O  10.7937  0.3915  24.4648  0.0243  -0.037  0.1209
O  0.1736  4.7788  24.2794  -0.0114  0.0042  -0.0124
O  7.1502  11.8181  20.4943  -0.0018  -0.0056  -0.0019
O  6.2297  10.8022  24.3225  -0.0085  0.0197  0.0127
Si  9.6986  1.355  23.7738  -0.008  -0.0048  0.0192
Si  4.716  6.3437  20.4093  0.017  0.0069  0.0093
Si  0.9826  8.8646  10.4157  -0.0067  0.0162  -0.0269
Si  17.2149  5.2387  15.9136  -0.0018  -0.0048  0.0348
Si  7.125  2.1543  19.4546  0.0154  0.0062  -0.0054
Si  19.1896  14.3076  12.61  0.0101  -0.0143  -0.0252
Si  10.8969  4.9604  16.7953  0.0096  -0.0305  -0.0034
Si  9.0845  -0.7455  16.4063  0.0153  -0.002  -0.0116
Si  15.269  10.4189  19.006  -0.0052  0.0054  -0.0079
Si  12.4576  2.9329  18.2963  -0.0043  -0.0143  -0.0085
Si  8.3072  2.922  9.4941  -0.0022  -0.0018  -0.0003
Si  2.8803  7.8561  18.4429  -0.0416  0.035  0.0563
Si  11.3802  1.0102  16.267  0.0041  -0.0352  0.0094
Si  0.2989  13.601  13.5355  0.0106  -0.0007  0.0053
Si  4.088  2.3883  20.0028  0.0017  -0.0154  -0.018
Si  6.01  2.4081  14.4315  -0.002  0.0073  0.0079
B  6.7789  6.0211  18.5696  0.0088  -0.003  -0.0142
Si  5.1623  10.7508  9.5845  -0.0079  0.0292  -0.0111
Si  15.2365  6.5498  23.4048  0.0121  0.0003  0.0126
Si  17.8093  10.1959  20.5535  0.0115  -0.007  -0.001
Si  3.0957  4.2885  21.8736  0.0174  0.0018  0.0179
Si  11.3331  9.5378  14.7602  0.0143  -0.155  0.0631
Si  6.4121  11.52  16.922  0.0135  -0.0145  0.0035
Si  5.1812  8.2908  13.1226  -0.0105  -0.0035  -0.0051
Si  10.4779  5.1788  9.415  0.0057  0.0214  0.0023
Si  3.6133  6.9101  15.4562  0.0284  -0.0639  -0.0422
Si  7.4905  10.1592  23.4956  -0.0147  0.0084  0.0031
Si  -2.2834  8.3043  18.7636  -0.0047  -0.006  -0.0034
Si  -0.4811  6.7577  12.0349  0.0108  -0.0101  -0.0056
Si  1.492  10.9896  12.2782  -0.0092  -0.0058  -0.0039
Si  10.95  6.6477  19.0517  0.0084  0.0232  0.0412
Si  3.7846  8.1031  10.3191  0.0025  -0.001  -0.0293
Si  0.8055  3.5277  23.4285  0.0001  0.0101  0.0219
Si  9.8434  3.7889  19.0848  -0.0036  -0.0071  0.014
Si  4.7255  11.2777  12.5433  0.011  0.0061  -0.0155
Si  7.7194  6.2867  13.5083  0.0081  -0.0009  -0.0016
Si  1.2232  5.3469  14.1185  0.0188  0.0363  0.0168
O  9.9277  7.7674  19.6336  0.0033  -0.001  -0.0081
O  4.9728  1.7657  13.3247  -0.0055  -0.0081  -0.0057
O  11.1371  2.7892  19.2884  0.0049  0.0001  -0.001
O  7.2076  12.5259  17.931  -0.0046  0.0055  0.0135
O  4.0335  7.9427  14.253  0.0115  0.0048  -0.0064
O  3.832  0.7971  19.8168  0.0052  -0.0042  -0.0058
O  2.2858  8.0352  10.9362  0.0065  -0.0011  0.015
O  -1.2676  4.0657  17.4487  0.0113  0.0119  -0.0057
O  7.5985  4.883  12.643  0.001  -0.0018  0.0104
O  9.2906  -2.0148  17.3991  -0.0118  0.0078  -0.011
O  5.769  14.8199  15.1247  0.0024  0.0067  -0.0119
O  5.3619  9.926  13.2513  0.003  -0.001  0.0074
O  10.6521  8.1193  11.1391  0.0033  0.0034  0.0153
O  17.5492  5.1094  17.5297  0.0061  0.0066  0.0071
O  1.1822  10.5913  15.7401  0.0019  0.0404  -0.0135
O  5.85  12.3232  15.6608  0.0059  -0.0111  0.003
O  1.5493  7.2253  19.1963  0.013  0.0011  -0.0099
O  19.3619  3.1778  19.6723  -0.0068  -0.0046  -0.004
O  7.6305  18.0259  18.3921  0.0021  0.0039  -0.0037
O  12.4291  1.6195  17.3398  0.004  0.025  0.0104
O  3.1078  11.1026  12.4098  0.0012  -0.001  0.0128
O  3.3033  7.6346  24.1545  -0.011  0.0026  -0.0355
O  18.9191  9.5041  19.6006  -0.0036  0.0068  0.0091
O  9.3715  4.0632  9.06  -0.0064  -0.0085  0.008
O  11.8334  9.825  13.2558  -0.0007  0.0255  0.0181
O  3.7818  2.8292  21.559  -0.0099  0.0112  0.0048
O  4.8215  7.0403  21.9126  0.0001  -0.001  0.0053
O  1.0693  10.454  10.7987  -0.0015  -0.0118  0.0058
O  5.0061  6.2389  15.9248  -0.0114  0.0178  -0.0078
O  18.4233  10.4465  16.3378  0.0081  0.0043  0.0037
O  -2.8517  2.7832  11.0943  0.0053  0.0056  0.0221
O  6.5617  7.4281  13.3155  -0.0001  0.0025  0.002
O  5.6351  2.8347  19.6508  -0.0027  0.0006  -0.0023
O  10.9226  5.1329  15.1961  -0.0065  -0.0054  0.0053
O  16.068  10.8002  17.6263  -0.0027  0.0024  0.0176
O  9.9349  11.5091  16.9304  0.0046  0.0033  -0.008
O  0.1542  2.0648  15.0528  -0.0044  0.0028  -0.0037
O  3.5844  5.0772  23.224  0.0087  0.0079  -0.0135
O  13.874  -3.3869  16.828  0.0077  0.0299  -0.0179
O  11.6836  8.0039  15.1492  0.2766  -0.0254  0.6046
O  5.4494  11.3483  11.0722  0.0031  -0.0083  -0.0075
O  4.0357  -1.3648  9.6489  0.0072  0.0036  0.0245
O  8.6399  11.2631  23.074  0.011  0.0048  -0.0095
O  4.7691  7.8675  11.5912  -0.0048  0.0004  0.0142
O  10.5993  2.4475  22.9352  -0.0016  -0.0037  -0.0187
O  3.5573  5.2039  20.6005  -0.0091  -0.0033  0.0019
O  7.5776  5.8518  15.1002  0.0052  0.0026  -0.011
O  -0.5831  5.491  11.0004  0.0005  0.0024  -0.0042
O  9.7109  9.8119  14.9354  -0.0093  0.0189  0.0054
O  0.7794  12.4232  12.5258  0.0057  -0.0082  -0.0008
O  6.945  9.6268  22.0658  0.0098  0.0063  -0.0059
O  1.4273  3.8463  13.488  -0.0004  -0.0095  0.0022
O  4.1869  7.266  19.1905  0.0071  -0.0141  -0.0042
O  2.6024  5.7857  14.8519  0.0149  0.0063  0.0032
O  9.8209  14.2338  13.0347  -0.0125  0.0076  0.0054
O  3.0345  9.4789  18.6742  0.0088  -0.0129  -0.009
O  9.1425  6.9255  13.0058  -0.0109  0.0008  0.0079
O  17.0931  5.836  19.8054  -0.0109  -0.0005  0.0036
O  0.8059  6.4036  12.9634  -0.006  -0.0075  -0.0005
O  10.7935  6.4709  17.423  -0.0101  0.013  -0.027
O  16.348  9.7196  20.0081  -0.0032  0.0071  -0.0044
O  1.4846  4.0994  22.0487  -0.008  -0.0091  -0.011
O  10.4005  5.2299  19.7253  0.0063  0.0051  -0.0177
O  23.227  4.28  17.3651  -0.0103  0.004  0.0005
O  13.9005  3.0654  19.0174  0.0117  0.0077  0.0024
O  7.4644  2.4295  13.6907  0.0051  0.0023  -0.0035
H  11.7693  7.8022  16.1121  -0.3093  0.099  -0.6241

Results
free energy: -135271.336 eV
free energy less fixed offsets of B -154.04, H -15.97, O -568.88, Si -635.61 eV per atom: -1.606 eV

The program warned: the cutoff lies below the one the program advises for these potential files; the forces do not sum to zero within the program's tolerance; the exchange-correlation potential is rough where the density is thin.
